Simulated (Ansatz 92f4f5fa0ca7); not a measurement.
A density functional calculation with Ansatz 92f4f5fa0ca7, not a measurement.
Periodic cell of 226 atoms, Si134O92, from a study of silicon, its oxide and their interface. The atomic structure is a simulated model.
Doubt: the cutoff is far below the 930 eV that the study's wrapper takes by default for these files, so forces and energies are approximate.
This geometry differs little from another in the collection (a relaxation step or a small displacement).

Settings
functional: PBE
potential files: Ansatz PAW
basis: plane waves
wave-function cutoff: 580 eV
density cutoff ratio: 5
exchange-correlation grid ratio: 1
k mesh: 1 x 1 x 1, Gamma-centred
self-consistency stop: 5e-08 eV per atom in the density residual
occupations: fixed
spin: none
net charge: 0

Cell vectors (angstrom)
a, 10.938, 0, 0
b, 0, 10.938, 0
c, 0, 0, 32.8944

Atoms and the computed forces on them: element, x, y, z (angstrom), force x, y, z (eV/angstrom)
Si, -0.1497, 0.1958, 25.3674, -0.0002, 0.0001, -0.0104
Si, 5.8592, -0.3007, 25.4457, -0.0093, 0.0036, 0.0196
Si, 2.5478, 2.9843, 25.5042, 0.002, 0.0017, -0.0103
Si, 8.5927, 2.4441, 25.5505, -0.0063, 0.0072, 0.0207
Si, 0.2737, 5.105, 25.6345, -0.0048, 0.0051, 0.0136
Si, 5.2413, 5.6854, 25.365, 0.0034, -0.0039, -0.0053
Si, 2.9898, 7.9316, 25.2285, -0.0035, 0.0059, 0.0076
Si, 8.0912, 8.3998, 25.286, 0.0001, -0.0057, -0.0077
Si, 1.4231, 1.3214, 26.7377, 0.0052, -0.0065, 0.0032
Si, 6.9323, 1.3046, 26.7813, -0.0013, 0.0026, -0.0047
Si, 4.1294, 4.1458, 26.7788, 0.0057, -0.0051, 0.0038
Si, 9.6689, 3.9807, 26.9491, 0.0021, -0.0018, -0.0071
Si, 1.4494, 6.8306, 26.6996, -0.0053, -0.0006, -0.0066
Si, 6.8914, 6.825, 26.6398, 0.0069, -0.0048, 0.006
Si, 4.1625, 9.4889, 26.6434, 0, 0.0041, -0.0062
Si, 9.6197, 9.5508, 26.6865, 0.0063, -0.0062, 0.0023
Si, 2.799, -0.0644, 28.0631, 0.0031, -0.0022, 0
Si, 8.2681, -0.0555, 28.1396, -0.0053, 0.006, 0.0034
Si, 0.0982, 2.6232, 28.2101, -0.0052, 0.0062, 0.0016
Si, 5.5031, 2.7109, 28.086, 0.0013, 0.0005, -0.0002
Si, 2.7528, 5.4777, 28.1426, -0.0016, 0.0027, 0.0029
Si, 8.2156, 5.4499, 28.0943, -0.0015, 0.0019, -0.0037
Si, 0.036, 8.1796, 28.0662, 0.002, -0.0023, 0.0013
Si, 5.5119, 8.1579, 28.0817, -0.0046, 0.0014, 0.0003
Si, 4.1018, 1.3673, 29.4762, 0.1071, -0.1301, -0.2861
Si, 9.5708, 1.3673, 29.4762, 0.1287, -0.4421, 0.5847
Si, 1.3673, 4.1018, 29.4762, 0.2665, 0.0042, 0.3868
Si, 6.8362, 4.1018, 29.4762, -0.0107, -0.0075, -0.0988
Si, 4.1018, 6.8362, 29.4762, 0.2528, 0.0675, 0.1626
Si, 9.5708, 6.8362, 29.4762, 0.0731, 0.0189, -0.2659
Si, 1.3673, 9.5708, 29.4762, 0.1165, -0.0795, -0.2873
Si, 6.8362, 9.5708, 29.4762, 0.0183, -0.1988, -0.0032
Si, 0, 0, 30.8434, -0.127, 0.0714, 0.0386
Si, 5.469, 0, 30.8434, 0.023, 0.0121, -0.0237
Si, 2.7345, 2.7345, 30.8434, -0.016, 0.1549, 0.0221
Si, 8.2035, 2.7345, 30.8434, 0.0043, 0.0278, -0.0424
Si, 0, 5.469, 30.8434, -0.0346, -0.0349, -0.0242
Si, 5.469, 5.469, 30.8434, -0.0624, 0.0219, -0.002
Si, 2.7345, 8.2035, 30.8434, 0.0427, 0.0442, -0.0198
Si, 8.2035, 8.2035, 30.8434, -0.0654, 0.0509, -0.0028
Si, 1.3673, 1.3673, 32.2107, 0.0145, -0.0856, -0.0215
Si, 6.8362, 1.3673, 32.2107, 0.0356, 0.0245, -0.0257
Si, 4.1018, 4.1018, 32.2107, 0.0878, -0.0709, 0.0013
Si, 9.5708, 4.1018, 32.2107, -0.0053, -0.0183, -0.0154
Si, 1.3673, 6.8362, 32.2107, -0.007, -0.0271, -0.0254
Si, 6.8362, 6.8362, 32.2107, 0.0597, -0.0528, -0.0201
Si, 4.1018, 9.5708, 32.2107, -0.0172, -0.0109, -0.0136
Si, 9.5708, 9.5708, 32.2107, 0.0917, -0.0586, -0.0048
Si, 2.7345, 0, 0.6835, 0.0029, 0.0452, 0.0432
Si, 8.2035, 0, 0.6835, -0.0784, 0.0201, 0.0084
Si, 0, 2.7345, 0.6835, -0.0469, 0.0689, 0.0108
Si, 5.469, 2.7345, 0.6835, 0.0041, 0.0295, 0.0094
Si, 2.7345, 5.469, 0.6835, -0.0439, 0.017, 0.0198
Si, 8.2035, 5.469, 0.6835, -0.0385, 0.0408, 0.0495
Si, 0, 8.2035, 0.6835, -0.0529, 0.0065, 0.007
Si, 5.469, 8.2035, 0.6835, -0.0294, 0.0548, 0.0023
Si, 4.1018, 1.3673, 2.0507, 0.0362, -0.0172, 0.0064
Si, 9.5708, 1.3673, 2.0507, 0.0865, 0.0095, 0.0533
Si, 1.3673, 4.1018, 2.0507, -0.0341, -0.054, 0.0391
Si, 6.8362, 4.1018, 2.0507, -0.0735, -0.1714, -0.0284
Si, 4.1018, 6.8362, 2.0507, 0.0906, -0.0548, 0.0141
Si, 9.5708, 6.8362, 2.0507, 0.0682, 0.0257, -0.0068
Si, 1.3673, 9.5708, 2.0507, -0.093, -0.0892, -0.0186
Si, 6.8362, 9.5708, 2.0507, 0.1342, -0.0484, -0.0161
Si, 0, 0, 3.418, 0.2434, -0.0356, -0.0304
Si, 5.469, 0, 3.418, -0.3103, 0.0823, 0.321
Si, 2.7345, 2.7345, 3.418, -0.0273, -0.123, 0.1279
Si, 8.2035, 2.7345, 3.418, -0.49, 0.0447, -0.0786
Si, 0, 5.469, 3.418, 0.2237, 0.2839, -0.1803
Si, 5.469, 5.469, 3.418, -0.4231, -0.1299, -0.2285
Si, 2.7345, 8.2035, 3.418, -0.0756, 0.2991, 0.4223
Si, 8.2035, 8.2035, 3.418, 0.0131, 0.4827, -0.6071
Si, 1.4263, 1.305, 4.8249, 0.0184, -0.0014, -0.0094
Si, 6.7489, 1.4267, 4.8133, -0.0193, -0.0065, 0.008
Si, 4.0139, 4.1506, 4.8144, -0.0007, -0.0204, -0.0001
Si, 9.5165, 4.1675, 4.7085, -0.008, 0.0109, 0.0009
Si, 1.3427, 6.8607, 4.8227, -0.0154, -0.0018, -0.0011
Si, 6.7681, 6.9149, 4.6716, 0.0131, 0.0118, -0.0057
Si, 4.0366, 9.6358, 4.873, -0.0069, 0.0014, 0.0025
Si, 9.5169, 9.6285, 4.7562, -0.0025, -0.028, -0.0105
Si, 2.7519, 0.0334, 6.4898, -0.0052, -0.0035, -0.0038
Si, 8.0651, -0.0077, 6.1238, 0.0019, 0.0185, -0.0084
Si, -0.1692, 2.6461, 5.9362, -0.0593, -0.038, 0.0092
Si, 5.3478, 2.7943, 6.225, 0.0179, 0.021, 0.0119
Si, 2.5918, 5.4603, 6.2892, -0.0174, -0.0026, -0.0125
Si, 8.1754, 5.621, 5.9634, 0.003, 0.0036, 0.0237
Si, -0.05, 8.2653, 6.1189, -0.0105, -0.0017, 0.0089
Si, 5.3793, 8.1509, 6.0943, 0.0092, -0.0058, -0.015
Si, 3.7521, 1.889, 7.8072, -0.0025, 0.0051, 0.0226
Si, 9.6395, 1.1817, 7.3726, 0.0378, 0.0224, -0.0114
Si, 1.2008, 3.7643, 7.3858, 0.1007, -0.0051, -0.0446
Si, 6.6607, 4.4621, 7.2439, 0.0218, -0.0437, -0.0213
Si, 4.3429, 6.5599, 7.5047, 0.0159, 0.0041, 0.0379
Si, 9.2631, 7.1545, 7.4013, 0.0043, -0.0257, -0.0469
Si, 0.9138, 9.8257, 7.5898, -0.0244, 0.0097, 0.0182
Si, 6.9408, 9.3128, 7.3821, 0.0987, -0.1243, -0.0546
O, 5.5319, 5.4737, 7.9246, -0.0159, 0.01, 0.0006
O, -0.0566, 0.1934, 7.712, -0.0039, 0.0066, -0.0038
O, 2.3586, 2.8183, 8.0718, 0.0096, 0.0053, -0.0141
O, 8.1342, 8.2529, 7.823, -0.0514, 0.067, 0.003
O, 2.2763, 8.5433, 23.8457, -0.0017, 0.0005, 0.0027
O, 8.1414, 5.4911, 22.8048, 0.0019, 0.0008, 0.0076
O, 6.9467, 9.5263, 24.8425, 0.0068, -0.0084, 0.0012
O, 1.3861, 4.0534, 24.986, 0.0027, -0.0023, 0.0027
O, 6.2195, 9.9484, 8.6589, -0.0829, 0.0045, 0.2303
O, -0.2459, 4.1488, 8.7656, -0.0755, 0.0384, 0.0829
O, 0.746, 9.2098, 9.1069, 0.0013, 0.0066, -0.018
O, 7.8124, 3.9744, 8.3245, 0.002, -0.0188, 0.002
O, 9.8055, 6.5758, 8.8594, 0.0056, 0.002, 0.0039
O, 4.4754, 1.883, 9.2899, 0.0012, -0.0061, -0.0198
O, 3.8239, 7.2804, 8.8953, 0.0005, 0.0037, -0.0245
O, 9.3076, 1.8781, 8.8398, -0.0065, 0.0669, 0.0233
O, 5.2712, 0.5312, 24.1634, -0.0009, 0.0034, -0.0044
O, 8.0169, 3.2735, 24.2779, -0.0052, 0.0052, -0.0089
O, 11.7495, 6.6871, 19.7664, -0.0031, 0.0006, 0.0017
O, 5.9014, 4.8753, 24.0906, 0.0013, -0.0024, 0.0057
O, 8.8254, 7.805, 23.9018, 0.0044, -0.0039, 0.0053
O, 3.3012, 2.3865, 24.174, 0.0006, 0.0015, 0.0089
O, 4.1289, 6.7934, 24.7881, -0.0008, 0.0018, 0.0027
O, 11.4106, -0.4427, 23.9722, -0.001, -0.0002, 0.0085
Si, 11.7896, 9.094, 10.7314, 0.0138, -0.0092, 0.0185
Si, 7.1436, 15.3478, 11.4576, -0.0125, 0.0087, 0.0148
Si, 8.2981, 11.4049, 15.033, -0.0038, -0.0028, 0.0009
Si, 2.1117, 13.1566, 19.2705, 0.0015, 0.002, -0.0074
Si, 4.7708, 13.5755, 10.7371, 0.0046, 0.0133, -0.0006
Si, 1.76, -2.3579, 17.5577, -0.0011, 0.0003, -0.0102
Si, 5.0113, 1.4909, 18.7139, -0.0012, 0.0031, -0.0066
Si, 0.8689, -0.592, 20.0502, 0.0014, 0.0001, -0.0087
Si, -0.7602, 7.7356, 12.9419, -0.02, -0.0121, 0.0132
Si, -3.1409, -1.8766, 16.5454, -0.0023, -0.0048, -0.0062
Si, 9.2031, 2.5203, 16.6479, 0.0025, 0.0017, -0.0029
Si, 8.9853, 3.3923, 9.2527, -0.0032, -0.0581, -0.0077
Si, 6.6033, 10.0864, 10.307, -0.4729, -0.6326, -0.2673
Si, 10.9348, 5.6571, 9.5518, -0.02, -0.0395, 0.0829
Si, 1.7491, 9.0354, 14.4679, 0.0053, 0.0007, -0.006
Si, 4.0204, 12.115, 23.3583, 0.0017, 0.0041, -0.011
Si, 5.374, 3.037, 21.32, -0.0026, 0.0003, -0.0101
Si, -3.7662, 7.5931, 12.0003, -0.0023, 0.063, -0.0299
Si, -1.8883, -1.8101, 19.1522, 0.0032, -0.0012, -0.0061
Si, 11.4508, 5.6948, 21.0236, 0.0013, 0.0006, -0.0086
Si, 6.3984, 2.345, 15.9449, -0.0073, -0.0037, -0.0021
Si, 16.6026, 4.4421, 14.0724, 0.0021, 0.0061, -0.002
Si, 0.0658, 4.8991, 12.6337, -0.007, 0.016, -0.0041
Si, 10.3888, 2.2853, 13.9401, 0.0013, 0.0088, -0.006
Si, 1.7218, 9.9061, 23.0839, -0.0004, -0.0049, -0.0062
Si, 3.1558, 4.6811, 12.1468, -0.0052, 0.0105, 0.0152
Si, 5.9989, 6.9325, 15.9786, -0.0022, 0.0026, -0.0079
Si, -4.814, 9.5533, 18.9396, -0.0017, 0.0012, -0.0094
Si, 10.6464, 6.8025, 18.5622, 0.0025, -0.0026, -0.0067
Si, 4.3484, 7.0368, 18.5569, -0.003, -0.004, -0.0067
Si, -0.2437, 3.906, 18.7475, 0.0032, 0.0013, -0.0068
Si, 4.566, 0.144, 12.1069, -0.0056, -0.0188, 0.0095
Si, 12.4895, 11.3556, 12.648, 0.0266, 0.0058, 0.0009
Si, 2.7629, 6.9772, 10.0935, -0.0072, 0.0018, 0.0222
Si, 7.1986, 4.2636, 23.3011, 0.0002, 0.0013, -0.0103
Si, 9.4055, 6.3883, 23.2879, 0.0033, -0.0018, -0.0067
Si, 4.6969, -2.3218, 13.8158, 0.0051, 0.016, -0.023
Si, 3.2566, 4.8321, 20.7185, 0.0018, -0.0005, -0.0088
O, 9.0534, -1.5769, 17.5354, -0.0015, -0.0004, 0.0039
O, -4.4742, 9.6272, 17.3362, 0.0016, -0.0007, 0.0023
O, 11.7293, 1.7683, 13.1486, -0.0062, 0.0019, 0.0069
O, 10.4876, 6.2046, 13.4205, 0.0101, -0.0098, -0.016
O, 3.8223, 5.8615, 19.5742, 0.0003, 0.0031, 0.004
O, 12.4352, 6.2146, 9.3061, -0.0085, -0.0069, -0.0079
O, 7.5261, 11.2562, 10.6733, 0.4692, 0.5465, 0.1407
O, -3.4146, -3.4651, 16.2896, -0.001, 0.0033, 0.0047
O, 5.9041, 3.8152, 10.5574, 0.0115, 0.01, -0.0037
O, 15.2016, 4.771, 13.3215, -0.0087, -0.0022, -0.0106
O, -1.2742, 1.3355, 24.9343, 0.0082, -0.0089, 0.0006
O, 5.141, 8.1756, 15.3323, 0.0034, -0.0049, 0.0094
O, 8.9266, 11.8521, 16.5006, 0.0003, -0.0003, 0.0017
O, 3.0548, 8.2549, 13.7891, -0.0051, -0.0005, 0.0047
O, 5.0182, 10.116, 10.8968, 0.0661, 0.0275, 0.0004
O, 2.0161, 5.433, 21.6265, -0.0001, -0.0001, 0.0047
O, 13.2437, 8.3333, 10.8688, -0.005, -0.0032, -0.0122
O, 1.2738, -1.2425, 21.5193, -0.0037, -0.0003, 0.0018
O, 1.1201, 3.1009, 18.3098, -0.0051, 0.0019, 0.0036
O, 5.5533, 2.6477, 19.7475, -0.0002, -0.0029, 0.001
O, 3.0319, 7.641, 17.8511, -0.0005, 0.0003, 0.0044
O, 1.9336, -1.7538, 16.0751, -0.0023, -0.0019, 0.0047
O, 0.7126, 10.513, 11.5116, -0.0129, -0.0087, -0.0162
O, 2.9392, 0.0277, 23.0497, -0.0019, 0.0002, 0.0046
O, 3.3706, 3.3813, 11.1868, -0.0057, 0.0065, -0.0094
O, 0.3834, 7.7146, 17.4208, -0.0002, 0.0008, 0.0043
O, -0.5342, 13.7375, 15.5307, -0.0008, -0.0017, 0.0047
O, -2.399, 7.8911, 12.9245, 0.0077, -0.0055, -0.0012
O, 7.2573, 6.0347, 11.4405, -0.0014, -0.0309, -0.0137
O, 5.1881, 8.2472, 19.3061, 0.0003, 0.0002, 0.0058
O, 5.292, 6.412, 17.3684, 0, -0.0005, 0.0043
O, 5.7507, 7.7945, 12.8438, -0.0025, -0.0061, 0.0059
O, 10.7132, 5.2474, 11.0698, 0.0198, 0.0063, -0.0764
O, -0.481, 6.4878, 22.043, -0.0056, -0.0003, 0.0139
O, -1.6553, 1.0655, 13.8646, -0.002, -0.0024, -0.0028
O, -0.5356, 5.311, 17.9514, -0.0006, -0.0015, 0.0059
O, 8.1149, 9.7905, 15.1133, 0.0004, 0.0038, 0.0036
O, 6.8548, 3.9991, 13.0226, -0.0015, 0.0014, -0.0017
O, 4.5606, 4.4352, 21.5978, -0.0027, -0.0008, 0.0046
O, 8.5286, 3.753, 10.765, 0.0002, 0.001, -0.0001
O, 7.5576, 9.4436, 19.7585, 0.0004, -0.0003, 0.0061
O, 10.6761, 8.09, 11.3976, 0.0054, 0.0038, -0.0184
O, 7.7625, 14.1676, 16.2691, 0.0001, -0.0001, 0.0032
O, 1.7857, 10.5875, 14.0403, -0.0012, -0.0035, 0.0099
O, 0.2458, 8.5341, 13.9876, 0.0015, 0.0006, 0.0006
O, 10.0828, 3.6525, 13.1039, 0.0048, 0.0005, 0.0015
O, 14.3093, 5.9968, 11.2109, -0.0024, -0.008, -0.003
O, -3.8051, 8.5388, 10.703, -0.0113, 0.0813, 0.0116
O, -0.1847, 4.3205, 20.3619, -0.0019, -0.0025, 0.0022
O, 6.8126, 12.0663, 14.9342, 0.0002, 0.0022, 0.0033
O, 13.933, 11.5392, 11.9569, -0.0017, -0.0004, -0.0022
O, 16.2714, 3.2691, 15.151, 0.0021, -0.003, 0.0027
O, 6.8083, 3.3426, 22.0188, 0.0005, -0.0011, 0.0076
O, 5.2555, 12.5704, 11.9304, -0.0025, -0.0188, 0.0199
O, 5.3574, 10.9425, 19.3134, 0.0004, -0.0006, 0.0056
O, 3.3874, 1.578, 18.4885, -0.0009, -0.0003, 0.004
O, 9.5274, 2.9023, 18.2033, 0, -0.0002, 0.003
O, 1.2605, 11.9524, 20.0214, -0.0005, -0.0002, 0.0056
O, 1.6484, 9.6699, 18.7782, -0.0009, 0.0003, 0.004
O, 10.2474, 5.6549, 24.4471, -0.0046, 0.0079, -0.0136
O, 6.1594, 5.7317, 14.9151, 0.0004, -0.003, 0.0021
O, 4.6129, 1.7568, 21.9761, 0.0015, 0.0029, 0.0047
O, 2.7073, 14.297, 20.2648, -0.0016, -0.003, 0.0046
O, -0.7446, 20.9975, 19.8657, -0.0051, -0.0028, 0.003
O, 4.8143, -0.7015, 13.5092, -0.0049, -0.0051, 0.009
O, 5.7325, 1.7536, 17.2953, 0.0026, 0.0012, -0.0039
O, 1.6672, 4.6487, 12.8153, -0.0026, 0.0017, -0.0053
O, 9.3439, 7.5072, 19.2648, -0.0001, 0.0051, 0.0039

Results
free energy: -137503.555 eV
free energy less fixed offsets of O -568.88, Si -635.61 eV per atom: 5.145 eV

The program warned: the cutoff lies below the one the program advises for these potential files; the forces do not sum to zero within the program's tolerance; the exchange-correlation potential is rough where the density is thin.
